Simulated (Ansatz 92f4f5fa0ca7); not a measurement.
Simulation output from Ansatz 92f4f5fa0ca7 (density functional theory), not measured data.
Periodic cell of 220 atoms, Si132O88, from a study of silicon, its oxide and their interface. The atomic structure is a simulated model.
Doubt: the cutoff is low for norm-conserving oxygen, so forces and energies are approximate.

Settings: functional HSE06; potential files SPMS norm-conserving; basis plane waves; wave-function cutoff 800 eV; density cutoff ratio 4; exchange-correlation grid ratio 1; k mesh 1 x 1 x 1, Gamma-centred; occupations fixed; spin none; net charge 0.

Cell vectors (angstrom)
a 10.938 0 0
b 0 10.938 0
c 0 0 32.6929

Atoms: element, x, y, z (angstrom)
Si -0.2417 0.413 25.2799
Si 5.6112 -0.2233 25.2193
Si 2.3457 3.0778 25.3131
Si 8.3664 2.5144 25.2652
Si 0.1414 5.3227 25.1251
Si 5.1264 5.9129 25.0692
Si 2.9288 8.1858 25.3354
Si 7.8976 8.5424 25.2174
Si 1.2783 1.5074 26.6786
Si 6.7822 1.3681 26.5462
Si 4.0816 4.2171 26.4272
Si 9.5174 4.168 26.4982
Si 1.2969 6.9121 26.4816
Si 6.7687 6.9109 26.4864
Si 4.1182 9.6376 26.6807
Si 9.5408 9.6632 26.5003
Si 2.6854 0.0683 27.9365
Si 8.1711 0.0278 27.9246
Si -0.1017 2.8359 27.9766
Si 5.4163 2.7916 27.8535
Si 2.6969 5.5269 27.874
Si 8.1472 5.5212 27.8634
Si -0.0529 8.2499 27.8761
Si 5.461 8.2163 27.9634
Si 4.1018 1.3673 29.2746
Si 9.5708 1.3673 29.2746
Si 1.3673 4.1018 29.2746
Si 6.8362 4.1018 29.2746
Si 4.1018 6.8362 29.2746
Si 9.5708 6.8362 29.2746
Si 1.3673 9.5708 29.2746
Si 6.8362 9.5708 29.2746
Si 0 0 30.6419
Si 5.469 0 30.6419
Si 2.7345 2.7345 30.6419
Si 8.2035 2.7345 30.6419
Si 0 5.469 30.6419
Si 5.469 5.469 30.6419
Si 2.7345 8.2035 30.6419
Si 8.2035 8.2035 30.6419
Si 1.3673 1.3673 32.0091
Si 6.8362 1.3673 32.0091
Si 4.1018 4.1018 32.0091
Si 9.5708 4.1018 32.0091
Si 1.3673 6.8362 32.0091
Si 6.8362 6.8362 32.0091
Si 4.1018 9.5708 32.0091
Si 9.5708 9.5708 32.0091
Si 2.7345 0 0.6835
Si 8.2035 0 0.6835
Si 0 2.7345 0.6835
Si 5.469 2.7345 0.6835
Si 2.7345 5.469 0.6835
Si 8.2035 5.469 0.6835
Si 0 8.2035 0.6835
Si 5.469 8.2035 0.6835
Si 4.1018 1.3673 2.0507
Si 9.5708 1.3673 2.0507
Si 1.3673 4.1018 2.0507
Si 6.8362 4.1018 2.0507
Si 4.1018 6.8362 2.0507
Si 9.5708 6.8362 2.0507
Si 1.3673 9.5708 2.0507
Si 6.8362 9.5708 2.0507
Si 0 0 3.418
Si 5.469 0 3.418
Si 2.7345 2.7345 3.418
Si 8.2035 2.7345 3.418
Si 0 5.469 3.418
Si 5.469 5.469 3.418
Si 2.7345 8.2035 3.418
Si 8.2035 8.2035 3.418
Si 1.3654 1.3132 4.8274
Si 6.9118 1.3215 4.7839
Si 4.1575 4.0629 4.8034
Si 9.6393 4.0132 4.8042
Si 1.418 6.7856 4.8608
Si 6.8616 6.8098 4.6157
Si 4.0972 9.5394 4.7811
Si 9.6828 9.4704 4.7821
Si 2.7441 -0.0847 6.2177
Si 8.2847 -0.1211 6.079
Si -0.0614 2.5629 6.3058
Si 5.62 2.723 6.1599
Si 2.7706 5.3715 6.2466
Si 8.2423 5.5161 5.9215
Si 0.0899 8.1388 6.3067
Si 5.4815 8.0562 5.9654
Si 4.0504 1.4962 7.3804
Si 9.6956 0.8649 7.6851
Si 1.6828 3.6378 7.4732
Si 6.7991 4.4278 7.354
Si 4.4705 6.5388 7.4347
Si 9.2839 6.9795 7.4221
Si 1.2233 9.7111 7.7224
Si 7.0787 9.174 7.2023
O 1.2724 4.1887 24.6965
O 6.752 9.6276 24.695
O 2.912 2.5963 7.7827
O 9.6137 6.1319 8.8207
O 5.6137 5.4402 7.9509
O -0.0093 -0.1752 8.1557
O 3.9451 7.0185 24.793
O 9.5238 1.4514 24.7532
O 1.97 9.0826 9.09
O 1.182 3.9092 9.0098
O 8.6932 1.2306 8.9711
O 8.1877 8.1375 7.8638
O 4.689 0.9922 8.8108
O 3.9824 7.4199 8.7244
O 7.9137 4.0471 8.5306
O 9.9904 3.9479 10.3368
O 2.8193 2.1626 24.0475
O 4.7939 0.3127 23.8851
O 7.6174 3.0981 23.9204
O 10.3891 5.9282 23.7296
O 8.5385 7.8386 23.8717
O 2.5784 9.1238 24.0194
O 5.6017 5.6146 23.5212
O 0.5785 10.9457 23.9077
Si 3.3484 8.4647 9.7962
Si 9.9578 7.2919 14.976
Si 3.716 5.4723 19.5721
Si 5.8278 5.5603 21.9116
Si 13.6946 0.905 18.0559
Si 8.4396 1.1381 17.8878
Si 1.2343 9.6124 23.2485
Si 10.5641 11.8009 11.8403
Si 0.5186 9.2796 13.3713
Si -0.9763 7.2241 20.0093
Si 0.8126 4.9013 19.1549
Si 2.79 7.1986 12.6805
Si 11.1963 13.5064 14.4954
Si 5.4494 -0.2594 9.522
Si 8.8751 4.8846 9.5824
Si -2.038 15.491 14.4878
Si 1.0367 -0.0694 15.9544
Si 7.5269 4.0742 11.8244
Si 4.9478 3.0029 18.346
Si 6.6864 2.9311 22.6082
Si 16.1487 3.8443 13.7725
Si 7.9447 1.2223 10.4524
Si 6.6004 12.4808 20.1641
Si 6.6791 -1.0932 18.8756
Si 4.1566 6.4822 15.1936
Si 1.332 6.3253 16.5041
Si -0.2508 8.5707 17.4523
Si 0.2585 2.0069 19.1623
Si 4.0001 1.5389 23.1449
Si 9.9354 7.4052 23.1619
Si 7.2134 7.1276 19.8364
Si 11.4793 3.2717 10.3569
Si -3.9804 13.859 15.9638
Si 2.0806 0.34 20.8814
Si 5.0471 7.5071 17.9454
Si 13.3165 4.0035 12.8895
O 6.1348 14.1751 17.2973
O 7.7971 -0.384 17.8937
O 8.9444 6.1843 14.3735
O -0.8456 8.5645 13.9474
O 6.1111 4.3833 12.5304
O 6.0728 10.9706 19.8798
O 0.7296 1.2407 20.5502
O 6.2292 9.7872 8.4376
O 1.4503 -2.8637 12.8684
O 2.4642 5.619 12.8401
O 10.0114 1.2604 18.3195
O 1.5849 -1.0054 21.6844
O 4.9956 7.2861 16.3358
O -2.8921 12.6901 16.4026
O 7.1448 12.596 21.6935
O 4.9195 5.1202 14.7459
O 5.3868 2.5902 19.8671
O 7.4473 8.7375 19.7779
O 3.2568 1.0599 21.7727
O 0.2704 10.3309 12.1485
O 6.815 4.2763 21.6998
O 6.627 6.8502 21.3297
O 13.4012 10.9237 16.7454
O 2.8062 6.0065 15.9588
O 2.7666 -0.0066 19.4256
O 12.5033 3.6456 11.544
O 7.8913 5.3208 10.8183
O 7.4732 2.697 10.9544
O 10.1726 14.6445 15.0409
O 3.8811 7.4653 13.8919
O 12.1157 7.768 17.2788
O 4.3318 9.7112 10.2082
O 0.4793 12.3638 15.6282
O 10.6729 12.7552 13.1499
O 4.1092 1.7375 17.759
O 5.9504 2.655 14.6673
O 1.2917 -0.8809 14.5751
O 9.7527 7.6041 21.5683
O 1.5792 12.9641 18.2034
O 0.1938 8.4157 23.5507
O 4.4598 5.4534 21.025
O -4.6706 6.6357 18.6093
O 0.2418 6.203 19.9076
O 0.414 6.4494 15.1605
O 3.7452 6.9617 18.8252
O 4.2722 4.4564 18.4313
O 5.0991 2.7286 22.9535
O 18.6652 4.2931 15.5706
O -1.3781 7.8488 16.4774
O -0.0452 10.0905 16.9093
O 6.5847 0.3169 10.529
O 3.8562 3.3198 13.0253
O -2.3058 6.4021 19.5545
O -2.3057 3.9408 13.0082
O 5.4146 -1.8351 18.1341
O 2.262 4.828 19.8781
O 10.8502 -7.3638 19.4648
O 12.5545 3.4039 14.1917
O 10.2371 8.5148 19.0225
O 3.2323 7.5796 11.1613
O 8.9958 11.5256 11.516
O 11.2638 1.642 10.5568
O 7.7714 1.9542 19.1273
O 0.8815 5.1373 17.5328

Results
free energy: -54375.133 eV
free energy less fixed offsets of O -447.96, Si -113.29 eV per atom: -0.373 eV
gap between the highest filled and lowest empty level on this k mesh: 1.209 eV

The program warned: the cutoff lies below the one the program advises for these potential files; the forces do not sum to zero within the program's tolerance; the exchange-correlation potential is rough where the density is thin.
